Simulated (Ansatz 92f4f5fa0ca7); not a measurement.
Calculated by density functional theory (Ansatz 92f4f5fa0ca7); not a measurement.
Periodic cell of 226 atoms, Si134O92, from a study of silicon, its oxide and their interface. The atomic structure is a simulated model.
Doubt: the cutoff is low for norm-conserving oxygen, so forces and energies are approximate.
Doubt: the program's own warning below bears on the result.

Settings
functional: HSE06
potential files: SPMS norm-conserving
basis: plane waves
wave-function cutoff: 800 eV
density cutoff ratio: 4
exchange-correlation grid ratio: 1
k mesh: 1 x 1 x 1, Gamma-centred
occupations: fixed
spin: none
net charge: 0

Cell vectors (angstrom)
a	10.938	0	0
b	0	10.938	0
c	0	0	32.3861

Atoms: element, x, y, z (angstrom)
Si	0.2395	-0.1508	24.7542
Si	5.172	0.1934	25.1274
Si	3.1228	2.5498	24.818
Si	7.9475	3.0622	25.0309
Si	-0.3849	5.7068	24.8916
Si	5.7966	5.2823	25.0431
Si	2.4497	8.5071	24.8677
Si	8.4165	7.9809	24.959
Si	1.3831	1.4503	26.0946
Si	6.8209	1.3954	26.2784
Si	4.1462	4.119	26.2536
Si	9.5097	4.1806	26.3393
Si	1.3089	6.8498	26.1339
Si	6.8884	6.8663	26.3514
Si	3.9687	9.5824	26.3498
Si	9.6133	9.6205	26.164
Si	2.6521	0.0724	27.629
Si	8.2188	0.0051	27.5774
Si	0.0013	2.7505	27.5593
Si	5.4648	2.7457	27.6461
Si	2.7097	5.4938	27.5516
Si	8.19	5.5016	27.7116
Si	-0.0096	8.2152	27.5775
Si	5.4351	8.2218	27.6184
Si	4.1018	1.3673	28.9678
Si	9.5708	1.3673	28.9678
Si	1.3673	4.1018	28.9678
Si	6.8362	4.1018	28.9678
Si	4.1018	6.8362	28.9678
Si	9.5708	6.8362	28.9678
Si	1.3673	9.5708	28.9678
Si	6.8362	9.5708	28.9678
Si	0	0	30.3351
Si	5.469	0	30.3351
Si	2.7345	2.7345	30.3351
Si	8.2035	2.7345	30.3351
Si	0	5.469	30.3351
Si	5.469	5.469	30.3351
Si	2.7345	8.2035	30.3351
Si	8.2035	8.2035	30.3351
Si	1.3673	1.3673	31.7023
Si	6.8362	1.3673	31.7023
Si	4.1018	4.1018	31.7023
Si	9.5708	4.1018	31.7023
Si	1.3673	6.8362	31.7023
Si	6.8362	6.8362	31.7023
Si	4.1018	9.5708	31.7023
Si	9.5708	9.5708	31.7023
Si	2.7345	0	0.6835
Si	8.2035	0	0.6835
Si	0	2.7345	0.6835
Si	5.469	2.7345	0.6835
Si	2.7345	5.469	0.6835
Si	8.2035	5.469	0.6835
Si	0	8.2035	0.6835
Si	5.469	8.2035	0.6835
Si	4.1018	1.3673	2.0507
Si	9.5708	1.3673	2.0507
Si	1.3673	4.1018	2.0507
Si	6.8362	4.1018	2.0507
Si	4.1018	6.8362	2.0507
Si	9.5708	6.8362	2.0507
Si	1.3673	9.5708	2.0507
Si	6.8362	9.5708	2.0507
Si	0	0	3.418
Si	5.469	0	3.418
Si	2.7345	2.7345	3.418
Si	8.2035	2.7345	3.418
Si	0	5.469	3.418
Si	5.469	5.469	3.418
Si	2.7345	8.2035	3.418
Si	8.2035	8.2035	3.418
Si	1.3446	1.4082	4.7387
Si	6.8513	1.3427	4.8671
Si	4.1513	4.0341	4.7533
Si	9.5733	4.076	4.8491
Si	1.3995	6.7862	4.7448
Si	6.8837	6.7839	4.7955
Si	4.1491	9.5425	4.7555
Si	9.5304	9.5859	4.7677
Si	2.81	0.0761	5.9696
Si	8.1281	-0.1129	6.2984
Si	-0.0369	2.6547	6.2318
Si	5.4965	2.7384	6.2354
Si	2.7262	5.3344	6.0639
Si	8.254	5.4486	6.2759
Si	0.0465	8.2117	5.993
Si	5.4557	8.1098	6.129
Si	3.8618	1.547	7.4736
Si	9.8574	0.9232	7.5291
Si	1.6368	3.7769	7.4631
Si	6.5641	4.379	7.601
Si	4.2595	6.4971	7.3579
Si	9.5049	7.131	7.4235
Si	1.2903	9.7971	7.17
Si	7.0042	9.0808	7.6146
O	5.4388	5.5186	7.9397
O	0.1341	-0.1449	7.7252
O	2.7286	2.6423	7.8927
O	8.2983	8.1248	7.8784
O	-4.4795	9.6547	21.5056
O	6.8477	4.1505	24.4623
O	5.676	10.2316	23.8808
O	0.001	4.9155	23.5127
O	6.303	9.1038	9.0929
O	1.2016	4.4317	8.8916
O	2.1758	9.3192	8.4356
O	7.0281	3.8365	9.0721
O	10.3989	6.8313	8.7548
O	4.3032	0.843	8.8848
O	3.4297	7.0084	8.6609
O	9.4139	1.1758	9.0798
O	4.1734	1.3365	24.5329
O	8.799	2.4878	23.7699
O	9.5124	6.8849	24.4289
O	3.1929	7.8525	23.5719
O	7.6529	8.5223	23.6184
O	1.3097	4.0527	21.4345
O	-2.2643	8.8951	15.4102
O	9.9379	-0.0559	19.0349
Si	11.4847	13.2711	12.4704
Si	2.7666	8.2388	9.4588
Si	5.4599	8.7141	20.6738
Si	-1.7974	1.2107	22.8524
Si	7.1296	11.6402	16.0577
Si	2.7035	3.9243	16.686
Si	11.0312	9.7203	18.8018
Si	2.8319	4.0286	21.9639
Si	8.9923	7.5881	16.298
Si	11.1876	4.1393	14.9712
Si	4.1244	-4.1547	22.789
Si	10.966	7.0951	10.2459
Si	5.5086	-1.6996	10.5
Si	6.7513	3.2576	10.5625
Si	3.0358	0.6565	13.0092
Si	0.6758	18.1663	20.184
Si	13.5877	6.334	18.3184
Si	3.9478	14.8733	19.2429
Si	11.3624	10.7502	16.1471
Si	9.408	-2.7952	12.5377
Si	5.6524	-2.0235	15.7963
Si	2.7005	-1.4944	14.9293
Si	6.8862	-3.5178	18.1737
Si	9.0619	2.9818	20.2974
Si	6.4171	4.6081	13.2514
Si	-3.9728	-1.088	23.0089
Si	11.3828	15.1676	10.3006
Si	9.0464	-0.7981	14.4384
Si	20.5581	1.1829	18.0105
Si	15.7947	-8.4313	14.8182
Si	2.7542	8.941	19.5889
Si	8.2509	4.7026	15.7279
Si	11.4545	7.137	14.7521
Si	6.5147	7.5733	13.0529
Si	4.6779	11.9821	10.455
Si	0.0113	4.8884	21.8936
Si	9.4042	-8.8843	10.43
Si	17.8244	-6.6635	18.4893
O	8.0106	0.1097	23.0922
O	-3.408	4.0174	17.0162
O	9.0504	1.706	21.3143
O	15.0806	9.5221	20.1495
O	5.1974	6.1307	23.7982
O	1.7986	8.0993	14.9042
O	7.8822	2.1675	10.9229
O	1.1576	6.2338	18.9821
O	12.9227	-11.226	15.7715
O	10.5358	0.5355	23.3848
O	3.7106	5.5462	19.2581
O	6.1887	8.545	14.305
O	3.928	8.9191	10.331
O	2.953	-0.913	13.4282
O	6.8195	4.4011	11.6976
O	12.3077	9.6501	24.3521
O	13.8092	3.3136	18.1889
O	0.0017	-4.5133	21.3825
O	-0.3128	8.371	19.5928
O	0.1077	-1.3986	17.1892
O	-0.3273	-3.2895	13.4793
O	11.0962	5.662	10.9703
O	7.6703	14.5271	19.7294
O	13.6407	-5.3751	16.8864
O	5.3274	2.508	10.6104
O	12.5865	10.0745	19.2149
O	-4.6074	8.2439	19.4244
O	-1.0304	8.0379	11.0174
O	6.0274	-2.664	11.6804
O	5.4056	3.6451	18.6273
O	8.9952	-1.2664	12.899
O	10.5406	18.1358	16.094
O	14.3691	11.8463	11.4657
O	-0.1499	1.1501	16.8684
O	6.2937	10.2916	16.3701
O	2.0148	8.0028	20.7059
O	14.8654	3.382	15.7952
O	20.7304	4.2571	15.7642
O	4.0663	-1.838	15.6775
O	10.3127	1.5283	11.6729
O	4.9367	-3.4403	21.5984
O	10.5669	10.5468	14.7634
O	8.1296	6.3095	15.8017
O	3.7407	3.4091	20.7637
O	5.6803	10.7951	10.9073
O	6.8316	5.8764	18.6324
O	16.2449	3.5215	13.6502
O	1.5063	7.7363	10.3197
O	2.8783	3.175	23.3311
O	15.0054	12.2626	14.0572
O	8.0924	-3.6775	12.8356
O	9.9617	3.515	10.0109
O	12.5173	12.257	13.1445
O	7.6219	15.2504	14.296
O	13.9676	18.8574	18.3272
O	8.046	11.3568	14.7444
O	9.7218	4.1673	21.1596
O	8.4232	7.845	17.7969
O	5.8546	6.1247	13.3583
O	17.0198	1.8747	15.6791
O	10.8951	3.2398	13.6674
O	11.7928	5.5775	14.5241
O	1.3367	14.418	15.9654
O	3.2299	5.5628	22.2461
O	12.1849	3.3072	11.3647
O	8.1455	1.0538	17.2998
O	9.7884	2.5023	18.9245
O	16.9015	-3.1884	16.8772

Results
free energy: -56397.121 eV
free energy less fixed offsets of O -447.96, Si -113.29 eV per atom: -3.941 eV
gap between the highest filled and lowest empty level on this k mesh: 1.200 eV

The program warned: the cutoff lies below the one the program advises for these potential files; the model core charge is not resolved on the grid; the forces do not sum to zero within the program's tolerance; the exchange-correlation potential is rough where the density is thin.
